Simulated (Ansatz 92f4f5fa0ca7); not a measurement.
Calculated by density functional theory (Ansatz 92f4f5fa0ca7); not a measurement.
Periodic cell of 215 atoms, Si132O82B1, from a study of silicon, its oxide and their interface. The atomic structure is a simulated model.
Doubt: the cutoff is far below the 930 eV that the study's wrapper takes by default for these files, so forces and energies are approximate.
This geometry differs little from another in the collection (a relaxation step or a small displacement).

Settings
functional: PBE
potential files: Ansatz PAW
basis: plane waves
wave-function cutoff: 580 eV
density cutoff ratio: 5
exchange-correlation grid ratio: 1
k mesh: 1 x 1 x 1, Gamma-centred
self-consistency stop: 5e-08 eV per atom in the density residual
occupations: fixed
spin: none
net charge: -1 e, with a uniform compensating background and no finite-size correction

Cell vectors (angstrom)
a 10.938 0 0
b 0 10.938 0
c 0 0 31.5432

Atoms: element, x, y, z (angstrom)
Si 10.4301 0.5571 24.3985
Si 6.0397 10.4953 24.1786
Si 2.1349 3.2492 24.1152
Si 8.7103 2.2742 24.3638
Si 0.5077 5.0475 24.2137
Si 5.0721 5.902 24.255
Si 3.3739 7.6374 24.2272
Si 7.826 8.827 24.0459
Si 1.3478 1.4763 25.4771
Si 6.912 1.3038 25.5148
Si 4.0308 4.0997 25.35
Si 9.6594 4.1345 25.4855
Si 1.4476 6.8225 25.4438
Si 6.944 6.9337 25.3115
Si 4.2263 9.5296 25.37
Si 9.5375 9.6 25.4978
Si 2.7601 -0.0157 26.6585
Si 8.2142 -0.0302 26.9563
Si 0.0247 2.7727 26.9348
Si 5.467 2.7534 26.6821
Si 2.7505 5.4299 26.8567
Si 8.3864 5.6715 26.8018
Si -0.1205 8.0598 26.8288
Si 5.5609 8.1998 26.8128
Si 4.1076 1.3658 28.0736
Si 9.5928 1.3705 28.2392
Si 1.3425 4.1698 28.259
Si 6.8829 4.1797 28.013
Si 4.1571 6.8201 28.1476
B 9.5957 6.852 28.0626
Si 1.3456 9.5445 28.0364
Si 6.8968 9.4899 28.2578
Si 0.051 -0.0303 29.5212
Si 5.4659 -0.0072 29.481
Si 2.7484 2.7286 29.5149
Si 8.1718 2.783 29.4694
Si -0.1671 5.6599 29.3237
Si 5.5195 5.4485 29.4991
Si 2.7396 8.2155 29.4401
Si 8.4075 8.0147 29.3525
Si 1.392 1.3587 30.8893
Si 6.8193 1.3807 30.8216
Si 4.1275 4.0901 30.8678
Si 9.567 4.1766 30.7712
Si 1.3198 6.8472 30.7596
Si 6.9245 6.8225 30.8212
Si 4.0907 9.5752 30.8288
Si 9.5903 9.4962 30.8207
Si 2.7505 -0.0282 0.7034
Si 8.186 -0.0255 0.6071
Si -0.0356 2.7786 0.6173
Si 5.4785 2.7079 0.6959
Si 2.6863 5.4858 0.6082
Si 8.2189 5.4339 0.6948
Si 0.0377 8.1811 0.6809
Si 5.4952 8.2074 0.612
Si 4.1178 1.3346 2.0607
Si 9.5245 1.3788 1.9674
Si 1.3189 4.1359 2.012
Si 6.8544 4.0557 2.0579
Si 4.0744 6.8616 1.9608
Si 9.6058 6.801 2.0403
Si 1.3812 9.5456 2.0638
Si 6.8268 9.5711 2.0263
Si -0.0545 0.0014 3.3104
Si 5.4727 -0.0265 3.4748
Si 2.6852 2.7278 3.3147
Si 8.1934 2.6746 3.4713
Si -0.0175 5.4608 3.4994
Si 5.4373 5.4747 3.2889
Si 2.755 8.1879 3.4582
Si 8.2236 8.1822 3.3477
Si 1.2819 1.3718 4.6483
Si 6.8418 1.2982 4.8997
Si 4.0542 4.1207 4.6137
Si 9.5315 4.0551 4.8748
Si 1.3609 6.8657 4.8717
Si 6.825 6.8023 4.6503
Si 4.1062 9.5549 4.8767
Si 9.5668 9.5716 4.7178
Si 2.6109 0.0399 6.0789
Si 8.2249 -0.1359 6.2556
Si -0.0246 2.6501 6.1855
Si 5.3725 2.7693 6.0437
Si 2.7482 5.4281 6.1207
Si 8.0863 5.4356 6.1495
Si -0.0058 8.2974 6.2056
Si 5.5644 8.1454 6.1405
Si 3.4698 1.9408 7.1495
Si 10.0205 0.8281 7.4541
Si 1.7709 3.6553 7.331
Si 6.2038 4.5249 7.36
Si 4.6333 6.3035 7.2397
Si 9.1591 7.1866 7.2982
Si 0.8878 10.1551 7.4975
Si 7.4098 8.8837 7.4736
O 4.5547 6.5954 8.8737
O 1.4079 3.9769 8.9336
O 9.7353 6.5444 8.7271
O 1.3005 10.104 9.137
O 6.0726 4.22 9.0088
O 3.7138 1.615 8.7439
O 7.1381 8.9623 9.1327
O 9.6501 1.0803 9.0633
O 8.2785 2.5549 22.7831
O 11.0172 5.5397 22.6748
O 5.6067 0.0699 22.6587
O 5.2977 5.4208 22.6714
O 2.1674 2.8118 22.4992
O 3.3047 7.8285 22.563
O 8.3715 8.7434 22.4498
O -0.1778 11.224 22.7983
Si 2.1508 2.9645 12.8913
Si 8.6847 1.3113 10.3462
Si 1.0598 4.4929 15.3548
Si 7.5416 5.5811 12.1954
Si 2.4154 8.1791 21.2572
Si 5.4159 7.7963 12.4597
Si 9.2726 0.4519 15.4999
Si 2.9182 -0.0496 16.6814
Si 10.464 1.1536 12.6026
Si 7.7716 2.8341 21.2826
Si 9.1374 8.7813 14.4525
Si 1.4737 4.7706 10.3511
Si 4.4879 9.4808 19.1706
Si 11.0761 6.098 21.1544
Si 6.6201 10.4423 14.8514
Si 5.3909 0.7292 21.2025
Si 2.3419 9.8107 10.3656
Si 0.4244 10.6361 21.4334
Si 5.8483 5.2591 21.1681
Si 3.6397 7.0822 10.0988
Si 9.0377 5.6825 14.8456
Si 3.6585 4.084 19.1197
Si 10.0281 3.6687 19.3468
Si 4.2596 8.6631 15.3613
Si 0.4534 1.9167 17.1792
Si 6.7992 7.5345 19.2772
Si 5.2596 3.6223 16.7603
Si 7.7885 5.0187 17.5452
Si 6.6631 9.925 10.3578
Si 4.3781 1.0569 10.0841
Si -0.0315 9.084 11.8931
Si 9.0987 8.6289 20.9879
Si 4.5529 1.6637 14.5968
Si 2.4453 2.0853 21.0748
Si 6.3266 3.3464 10.3559
Si 3.4292 5.9096 16.7419
Si 9.8793 6.5314 10.3365
O 0.1136 2.6273 18.6028
O 2.931 9.6318 15.5907
O 10.8592 4.8122 20.1638
O 7.5823 2.4154 9.9322
O 10.9217 5.3348 10.7862
O 6.597 6.7432 12.8565
O 10.3266 8.0531 10.7738
O 7.6706 9.4559 13.9974
O 8.4199 6.2093 10.9803
O 5.3699 10.5003 20.0737
O 2.1597 3.7323 11.4364
O 7.9823 8.5422 19.7866
O 6.2085 6.7272 20.5663
O 5.5085 2.7125 15.4268
O 1.2956 0.9319 20.7375
O 6.0518 9.0627 11.6166
O 4.6159 4.9819 16.1202
O 6.6011 3.9067 17.6447
O 10.5156 10.6606 11.8178
O 5.5821 0.4968 14.0044
O 8.0206 5.1005 15.9469
O 9.7444 9.8137 15.5739
O -0.4011 5.1446 15.128
O 1.5628 6.847 20.8135
O 1.5046 0.637 17.193
O 6.6033 1.7701 20.8567
O 1.0131 1.7812 12.8354
O 3.2417 5.4915 18.3331
O 9.5327 2.0087 11.5738
O 1.0109 3.097 16.1969
O 8.5663 5.1356 13.3856
O 10.2821 8.5701 13.3044
O 1.4536 9.4087 21.7127
O 10.0808 9.9281 20.6467
O 3.1775 0.2159 10.8565
O 5.0735 2.363 10.8162
O 1.7317 4.1423 13.9238
O 7.917 10.8712 10.8366
O 9.1396 4.4708 18.2407
O 5.6435 9.4865 15.773
O 5.5312 -0.0289 9.7326
O 3.5885 2.3038 13.4115
O 1.9761 5.6399 16.0546
O 9.709 1.0526 14.0413
O 4.4005 6.9466 11.5219
O 4.7466 4.501 20.2444
O 9.9585 1.3327 16.6567
O 6.6621 4.3225 11.6318
O 5.5859 8.4031 18.6012
O 9.0641 2.7447 20.2844
O 3.6107 1.1253 15.8049
O 4.2239 3.0803 17.9264
O 9.9099 7.2119 20.9311
O 3.3493 8.6603 9.8106
O 3.9326 7.4166 16.3683
O 7.6385 0.4728 15.7059
O 8.9273 7.2976 15.0406
O 3.9323 1.437 21.148
O 1.5938 9.1476 11.6821
O 2.3195 6.152 10.1895
O 7.3512 6.4639 18.1648
O 7.2091 4.3618 21.1536
O 4.5503 8.2429 13.7914
O 3.351 8.663 20.0117
O 2.4902 3.2343 19.8869
O 3.7334 10.3421 17.9915

Results
free energy: -130700.018 eV
free energy less fixed offsets of B -154.04, O -568.88, Si -635.61 eV per atom: 2.702 eV

Forces (eV/angstrom), in the order of the atoms: element, x, y, z
Si -0.007 -0.0143 -0.0092
Si -0.0059 0.0001 -0.0083
Si 0.0036 -0.0032 -0.0097
Si 0.0065 0.0135 -0.0118
Si -0.0076 0.0038 -0.0101
Si 0.0095 -0.0005 -0.0091
Si -0.0072 0.0018 -0.0094
Si 0.0067 -0.001 -0.0101
Si 0 0.0035 -0.0016
Si -0.0001 -0.0051 -0.0014
Si -0.002 0.0005 -0.0025
Si -0.0039 -0.0022 0.0018
Si 0.0035 -0.0005 -0.0003
Si -0.0046 -0.0011 0
Si 0.0015 0.0009 -0.0027
Si 0.003 0.0032 0.0014
Si -0.0004 -0.0033 0.0156
Si 0.0045 0.0004 -0.0368
Si -0.0023 0.0036 -0.0348
Si 0.0015 0.0034 0.0154
Si -0.0015 0.0039 -0.0227
Si 0.0216 0.0227 0.0435
Si -0.0108 -0.0072 0.0293
Si 0.003 -0.0023 -0.0153
Si 0.0007 -0.0029 -0.0061
Si 0.0001 -0.0007 0.0492
Si 0.0053 0.0064 0.044
Si 0 0.0009 -0.0116
Si 0.0083 -0.0004 0.0227
B -0.0044 -0.0245 -0.0777
Si 0.0029 -0.0022 -0.0126
Si -0.0115 -0.0111 0.04
Si -0.0049 0.0023 -0.004
Si 0.0026 -0.0013 -0.0081
Si -0.0035 0.0039 -0.0081
Si 0.0031 -0.0006 -0.0027
Si 0.0025 -0.0046 0.011
Si -0.001 0.0031 -0.0025
Si -0.0047 0.002 -0.0001
Si -0.0137 0.0142 0.019
Si -0.002 0.0027 0.0013
Si 0.0012 -0.0048 0.0004
Si -0.0019 0.001 0.002
Si 0.0051 0.0007 -0.0023
Si 0.0016 -0.0049 -0.0023
Si 0.0008 0.0035 -0.0024
Si 0.0045 -0.0013 0.0009
Si -0.0028 -0.0008 -0.0018
Si -0.0034 0.0005 -0.0023
Si 0.0027 0.0017 0.0004
Si -0.0009 -0.0023 -0.0004
Si -0.0007 0.0034 -0.0021
Si 0.0021 0.0005 0.0008
Si 0 0.003 -0.0051
Si -0.0043 0.0011 -0.0041
Si -0.0014 -0.0032 0.0008
Si -0.0009 0.0008 0.0056
Si 0.0042 -0.0048 0.0063
Si 0.0021 -0.0024 0.0027
Si -0.003 0.0008 0.0076
Si 0.005 -0.0029 0.0066
Si -0.002 0.0011 0.0047
Si 0.0033 0.0008 0.0071
Si 0.0007 -0.0014 -0.0003
Si -0.0182 -0.0015 -0.0373
Si -0.0008 -0.0005 0.0082
Si -0.0059 -0.0039 -0.0474
Si 0.0008 -0.0049 0.0058
Si -0.0004 0.0007 0.0088
Si -0.0006 0.011 -0.0458
Si 0.0013 -0.0013 0.0051
Si 0.0072 0.0046 -0.0259
Si 0.0043 -0.0023 0.0299
Si 0.0021 0.0007 -0.0121
Si 0.0052 0.0013 0.0359
Si -0.001 0.0032 -0.0123
Si -0.0024 0.0026 -0.0121
Si -0.0018 -0.0018 0.0273
Si -0.0004 0.0003 -0.0121
Si 0.002 0.0006 0.0163
Si -0.0009 0.0072 0.0044
Si 0.0008 -0.0004 -0.0027
Si -0.0028 -0.0018 -0.001
Si -0.0074 0.0028 0.0041
Si 0.0012 0.0007 -0.0028
Si -0.0003 0.0052 0.0029
Si -0.0048 -0.0008 0.0028
Si 0.0003 -0.0024 -0.0016
Si 0.011 -0.0134 0.0026
Si -0.0021 0 0.0103
Si -0.0004 0.005 0.0147
Si 0.0029 -0.0064 0.0071
Si -0.0018 0.006 0.0111
Si 0.0038 -0.0023 0.0051
Si 0.0042 -0.0024 0.0065
Si 0.0002 -0.0013 0.0103
O 0.0035 -0.0039 -0.0097
O 0.0006 -0.0038 -0.0131
O -0.0015 0.0013 -0.0069
O -0.0049 0.0017 -0.0085
O -0.0012 0.0051 -0.0104
O -0.0058 0.0056 -0.0053
O 0.0027 -0.003 -0.0103
O 0.0047 -0.0015 -0.0104
O 0.002 -0.0044 0.0121
O 0.0032 -0.0034 0.0098
O 0.0027 -0.0032 0.0101
O -0.0043 0.0014 0.0103
O -0.0015 0.0043 0.0127
O 0.0038 -0.0024 0.0102
O -0.0052 0.0016 0.0086
O -0.0019 0.0049 0.0089
Si 0.0004 -0.0014 0.0018
Si -0.0032 0.0013 0.0062
Si -0.0004 0.0004 0.0003
Si 0 0.0007 0.0015
Si -0.002 0.0011 -0.0065
Si 0.0002 0 0.0017
Si -0.0008 -0.0009 0.0004
Si -0.0011 0.0004 -0.0019
Si 0.0012 -0.0004 0.001
Si -0.0004 0.0016 -0.0077
Si -0.001 0.0006 0.0006
Si 0.0005 0.0039 0.0072
Si -0.0001 0.0001 -0.0034
Si -0.0004 0.0002 -0.0072
Si 0.0002 0.0004 -0.0003
Si -0.0018 0.0018 -0.0072
Si 0.0029 0 0.0039
Si 0.0023 -0.0019 -0.0057
Si 0.0012 -0.0002 -0.0081
Si -0.0043 0.0019 0.0046
Si 0.0008 0.0005 0.0007
Si 0.0002 0.0012 -0.0042
Si 0.0005 -0.0004 -0.0031
Si 0 0.0006 0.0002
Si 0.0002 -0.0009 -0.0017
Si -0.0007 -0.0007 -0.0026
Si 0.0003 0.0004 -0.0006
Si -0.0008 -0.0012 -0.0014
Si -0.002 0.0028 0.0048
Si 0.0021 -0.0013 0.0042
Si -0.0007 0.0012 0.0009
Si 0.0007 -0.0013 -0.0063
Si 0.0005 -0.0006 -0.0001
Si 0.0021 -0.0018 -0.0083
Si -0.0001 -0.0036 0.0059
Si -0.0004 0.0004 -0.0013
Si -0.0007 0.0013 0.004
O -0.0012 0.0014 0.0014
O 0.0002 0 0.0007
O 0.001 0.0029 0.0023
O 0.0009 0.0005 -0.0002
O 0.001 -0.0004 -0.0014
O 0.0002 -0.0004 -0.0006
O -0.0004 -0.0018 -0.0009
O 0.0001 -0.0002 0.0001
O 0.0015 0.0004 -0.0011
O 0.0007 0.0028 0.0032
O -0.0011 0.0024 -0.0037
O 0.0021 0.0007 0.002
O -0.001 -0.002 0.002
O 0 0.0002 0.0001
O -0.0003 -0.0002 0.0013
O 0.001 0.0011 -0.0016
O -0.0003 -0.0002 0.0005
O 0.0004 0.0005 -0.0002
O 0.0006 -0.0007 0.0001
O -0.0002 0.0001 0.0002
O -0.0001 0.0001 0.0005
O 0.0001 0.0001 -0.0006
O -0.0005 -0.0001 -0.0001
O 0.0003 0.0003 0.0008
O -0.0001 0.0001 -0.0001
O -0.0006 -0.0006 0.0009
O -0.0007 0.0001 0.0001
O 0.0002 -0.0011 0.0014
O -0.0015 -0.0006 -0.0022
O -0.0001 -0.0002 0.0001
O -0.001 0.0003 -0.0012
O 0.001 0 -0.0015
O 0 0.0002 0.0004
O 0.0004 0.0007 0.0013
O -0.0004 -0.0008 0
O 0.0006 0.0011 0.0001
O 0.0001 -0.0008 -0.0008
O 0.0004 0 -0.001
O 0.0013 -0.0009 0.0014
O -0.0005 -0.0004 -0.0003
O 0.0013 -0.0016 -0.0005
O -0.0007 0.0005 -0.0001
O 0.0005 -0.0003 0
O 0.0006 0.0004 -0.0015
O -0.001 -0.0008 -0.003
O 0.0026 0.0012 0.0027
O 0.0006 0.0005 -0.0001
O -0.0004 -0.0009 -0.0021
O 0.0001 0.0001 0.0009
O -0.0029 -0.0009 0.003
O -0.0002 -0.0001 0.0003
O -0.0012 -0.0002 0.0016
O 0.0001 0 0.0009
O -0.0002 -0.0009 -0.0004
O 0.0001 -0.0002 -0.0002
O 0.0001 0.0002 -0.0002
O 0.0001 -0.0003 -0.0004
O 0.0008 -0.0005 0.001
O -0.0003 0.0009 -0.0012
O 0.0011 -0.002 -0.0011
O -0.0007 0.0018 0.0013
O -0.0001 -0.001 0.0011
O 0.0007 -0.0005 -0.0012
O -0.0023 -0.0015 0.0031
O -0.0012 -0.0025 0.0032
O 0.0015 -0.0012 0.0023

The program warned: the cutoff lies below the one the program advises for these potential files; the forces do not sum to zero within the program's tolerance; the exchange-correlation potential is rough where the density is thin.
